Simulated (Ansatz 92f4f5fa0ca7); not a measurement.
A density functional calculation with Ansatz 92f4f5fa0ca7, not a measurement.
Periodic cell of 236 atoms, Si134O102, from a study of silicon, its oxide and their interface. The atomic structure is a simulated model.

Settings: functional r2SCAN; potential files Ansatz norm-conserving; basis plane waves; wave-function cutoff 1300 eV; density cutoff ratio 4; exchange-correlation grid ratio 1; k mesh 2 x 2 x 1, shifted by 0.5 0.5 0.5 of a step; self-consistency stop 5e-08 eV per atom in the density residual; occupations Fermi-Dirac, 0.05 eV; spin none; net charge 0.

Cell vectors (angstrom)
a	11.5403	0	0
b	0	15.3871	0
c	-2.5424	-2.7951	23.9931

Atoms: element, x, y, z (angstrom)
Si	2.6632	-0.2566	0.9953
Si	3.7725	4.3775	-1.0313
Si	2.3175	7.1701	-1.3557
Si	0.0739	12.8231	-0.7375
Si	6.6864	-0.4236	0.2687
Si	12.9477	2.9275	-0.823
Si	5.057	8.1128	-0.7413
Si	5.3956	12.4639	-1.9022
Si	10.6541	0.3141	0.0942
Si	9.6107	4.3312	1.2906
Si	6.9583	10.2061	-2.3392
Si	8.4937	11.6796	1.4233
Si	4.8879	0.3428	1.5573
Si	5.1682	4.3666	1.6548
Si	4.4549	8.2246	1.6039
Si	4.7145	11.9589	1.8327
Si	8.6867	0.3038	1.3722
Si	6.4059	5.1654	-0.8339
Si	11.1355	6.616	-2.7218
Si	9.2969	11.1782	-0.7481
Si	12.6174	1.3728	0.8665
Si	12.0039	4.4102	1.6097
Si	13.6045	8.0167	1.6185
Si	13.1854	11.7989	1.6765
Si	5.0721	2.3198	2.814
Si	5.0183	6.314	2.9282
Si	4.9583	10.0181	3.0384
Si	5.0418	13.931	3.0317
Si	8.92	2.3665	2.661
Si	8.9226	6.7914	3.0262
Si	8.7913	9.8624	2.9648
Si	8.9379	13.7689	2.7008
Si	12.6405	2.5212	2.8575
Si	12.7716	6.2564	2.889
Si	12.7636	9.8531	2.8717
Si	13.0334	13.8757	2.7456
Si	3.0996	2.2926	4.1175
Si	3.1144	6.1411	4.3238
Si	3.0352	9.926	4.3855
Si	3.1433	13.9127	4.3873
Si	7.0334	2.3591	4.1181
Si	6.9488	6.376	4.2773
Si	6.9108	9.9787	4.3515
Si	7.0764	13.8916	4.2014
Si	10.7758	2.368	4.2283
Si	10.8893	6.4165	4.333
Si	10.8005	9.994	4.2186
Si	10.9293	13.9608	3.9844
Si	3.0721	0.4768	5.6856
Si	3.1782	4.1414	5.5125
Si	3.0785	8.028	5.8317
Si	3.0841	11.9332	5.5917
Si	7.0582	0.4505	5.6001
Si	7.0583	4.326	5.4356
Si	6.8741	8.1414	5.8121
Si	6.956	11.9812	5.559
Si	10.8312	0.419	5.552
Si	10.9236	4.3983	5.6137
Si	10.8141	8.2059	5.8338
Si	10.8947	12.0459	5.3757
Si	5.0785	0.4447	6.95
Si	5.1382	4.2371	6.8076
Si	4.996	8.1029	7.2319
Si	5.0113	11.9207	6.8744
Si	8.9823	0.4623	7.0233
Si	8.9318	4.3839	6.8633
Si	8.8077	8.1705	7.1409
Si	8.9717	12.0277	6.7727
Si	12.6548	0.4008	7.0553
Si	12.9749	4.2601	7.0443
Si	12.7105	8.2005	7.2233
Si	12.7069	12.1369	6.8686
Si	5.1215	2.3904	8.2618
Si	2.7435	5.4002	8.8736
Si	5.0052	10.1735	8.4495
Si	4.9883	13.8268	8.1913
Si	8.9281	2.5116	8.2738
Si	8.7658	6.1644	8.4161
Si	8.8262	10.2318	8.3011
Si	6.9697	13.3613	9.3342
Si	12.7076	2.3345	8.3658
Si	12.7711	7.1146	9.3578
Si	12.6843	10.2896	8.2391
Si	12.7026	13.8564	8.4569
Si	3.1433	2.5653	9.5954
Si	4.9747	6.0101	8.3612
Si	3.0073	10.8231	9.5882
Si	3.1492	13.3571	9.6485
Si	7.0104	2.892	9.6029
Si	6.8675	5.3625	9.7246
Si	6.9475	10.9793	9.5619
Si	8.9992	13.8384	8.2976
Si	10.8367	3.275	9.4618
Si	10.7912	5.7024	9.5467
Si	10.7515	10.7058	9.4874
Si	10.8122	13.0587	9.6918
Si	-2.9457	11.8771	14.3833
Si	3.7144	0.2833	11.81
Si	10.7331	7.9233	14.4626
Si	8.8702	5.4895	14.1267
Si	1.1872	-3.1101	19.7043
Si	11.9565	3.9176	16.9613
Si	2.3933	1.5173	17.3236
Si	8.3627	-0.4694	14.1594
Si	1.2927	4.153	14.1393
Si	11.8553	9.7441	12.0447
Si	5.3368	-3.9427	18.7987
Si	9.1427	4.9998	17.2674
Si	10.588	4.389	12.0845
Si	6.7072	6.8774	12.6343
Si	6.86	9.8732	12.5929
Si	11.4643	-0.6263	14.7041
Si	7.6991	2.8671	18.6387
Si	3.2658	8.7932	15.9231
Si	2.0991	8.9575	10.8008
Si	8.2979	7.7029	18.4263
Si	7.3291	16.0885	16.7441
Si	11.2615	-2.8205	12.7424
Si	6.8046	0.3259	11.552
Si	6.1801	8.9919	17.1866
Si	6.8152	1.8593	22.9473
Si	2.2617	1.3703	14.3133
Si	1.1094	-1.3789	17.3503
Si	7.1508	6.5857	21.0244
Si	1.562	6.3565	15.9388
Si	3.6512	-3.6515	21.3407
Si	8.7743	9.6801	16.3033
Si	6.7207	-1.1361	18.8445
Si	11.5825	-4.5217	22.0851
Si	5.2093	1.3646	18.3475
Si	3.8263	9.766	24.3322
Si	7.9688	-0.6869	21.6352
Si	4.26	8.478	13.0181
Si	2.5311	11.3875	17.3601
O	12.0187	2.6857	-2.1464
O	2.9198	3.0632	-1.449
O	3.892	4.3847	0.5974
O	1.6323	7.6391	0.0471
O	3.6332	8.1465	-1.5973
O	0.6301	11.7568	0.3573
O	6.5058	4.4925	0.6574
O	5.8085	6.6696	-0.7633
O	6.1632	9.1443	-1.3839
O	-1.3195	12.3433	-1.3987
O	12.5755	4.3167	0.0016
O	8.0712	9.4767	-3.2992
O	3.1982	11.71	1.0981
O	5.2739	4.311	-1.6707
O	8.8448	8.2996	2.2914
O	8.924	5.7766	1.7508
O	1.5818	11.076	18.6524
O	2.7603	-0.8465	-0.5557
O	2.9518	5.688	-1.4809
O	1.0879	7.2037	-2.4242
O	9.9177	9.779	-1.3884
O	7.1957	9.3988	15.9808
O	3.7508	12.5408	-1.9499
O	4.9027	-4.0037	20.3536
O	7.7396	-1.0739	20.0935
O	11.467	-1.1083	16.2662
O	5.8196	11.2113	-2.9442
O	10.3164	0.7669	-1.4632
O	6.9429	0.4746	22.0897
O	7.8702	5.1861	-1.483
O	10.1695	7.8543	-3.126
O	4.7322	8.8279	16.5602
O	7.8525	11.3136	-1.5287
O	-0.2502	14.1884	0.0618
O	3.274	1.5607	10.8941
O	2.9838	4.1651	10.0666
O	2.4368	10.1369	16.3299
O	1.2459	2.6585	17.5893
O	2.1572	5.4213	14.7164
O	7.1092	1.7634	10.8531
O	12.0359	-1.7951	13.7362
O	6.8153	6.1581	11.1916
O	7.0972	10.4725	11.1228
O	10.4699	4.1005	17.5968
O	6.9499	14.4074	10.6098
O	7.8744	0.0508	12.728
O	10.8921	-2.0309	11.3521
O	3.2858	8.3017	11.7514
O	10.6205	9.8908	10.9616
O	-3.9833	10.8747	13.6541
O	7.7239	15.9536	15.2121
O	3.3211	8.6944	14.3168
O	7.5129	14.6569	17.4863
O	9.9119	-3.3758	13.4596
O	8.9541	9.1331	17.8676
O	9.2568	6.5085	17.8712
O	11.8252	3.6837	15.3476
O	5.1618	7.1245	13.0854
O	10.3575	5.7252	11.1744
O	5.7718	1.1815	16.8187
O	5.2966	0.3375	12.1262
O	0.2956	7.2091	15.4049
O	1.1974	5.3414	17.1625
O	9.9606	-0.3046	14.2525
O	10.6676	3.0493	11.1403
O	9.3753	4.2684	13.1717
O	9.806	8.8563	15.3924
O	6.1524	10.1129	18.369
O	12.2241	11.2776	12.5349
O	2.6156	7.4311	16.5051
O	2.5538	-2.7192	20.5177
O	0.7815	0.731	14.5433
O	2.9371	1.5188	15.7869
O	3.6542	1.7935	18.3179
O	3.037	0.4117	13.2833
O	2.1927	2.8789	13.705
O	-3.5976	13.372	14.5082
O	9.8284	6.7555	13.8242
O	12.1246	-1.8857	18.8105
O	11.4037	8.8023	13.2902
O	8.247	1.7769	17.5548
O	6.2582	-2.6474	18.6031
O	8.9704	11.2591	15.8723
O	7.4455	8.3444	12.6376
O	3.2842	-1.1183	11.0754
O	8.0679	7.5374	20.0376
O	8.9288	5.055	15.6722
O	10.124	-5.2008	22.0449
O	0.0755	-3.5746	20.7641
O	2.0512	12.8175	16.726
O	0.4544	4.6244	12.8566
O	6.7764	7.6105	17.8074
O	1.8536	0.0251	17.6348
O	11.1713	5.633	-4.0251
O	5.2587	9.7679	12.9048
O	7.8329	4.3239	17.9387
O	5.4734	-0.0851	19.0819
O	6.7021	0.0106	-1.3636
O	6.1401	2.5329	19.0244
O	7.3523	5.9107	13.7659
O	4.0656	-3.814	17.8122
O	7.9298	2.9867	22.5001

Results
free energy: -63116.787 eV
free energy less fixed offsets of O -463.61, Si -117.95 eV per atom: -23.267 eV
pressure: -1.61 GPa
stress xx, yy, zz, yz, xz, xy (GPa, positive in tension): 1.28, 2.01, 1.54, -0.06, 0.21, 0.33

Forces (eV/angstrom), in the order of the atoms: element, x, y, z
Si	-0.3296	0.1127	-0.668
Si	-0.2129	-0.2216	-0.2245
Si	-0.1043	0.0939	-0.138
Si	-0.2338	0.013	-0.227
Si	0.0076	0.3394	-0.8976
Si	0.0925	0.0485	-0.2687
Si	0.2099	0.0505	-0.0298
Si	-0.2452	0.0275	-0.5519
Si	0.0696	-0.3357	-0.5398
Si	-0.1255	0.2471	0.2676
Si	-0.0405	-0.0543	-0.1373
Si	-0.1365	0.3838	-0.1018
Si	-0.189	0.0094	0.0895
Si	-0.1531	-0.072	-0.7664
Si	0.0971	-0.0657	-0.1512
Si	-0.6285	0.1006	-0.5361
Si	0.1835	0.123	0.1023
Si	-0.2445	0.1653	-0.2845
Si	0.0312	0.0776	-0.2802
Si	-0.0309	-0.1847	-0.7891
Si	-0.2603	0.1717	-0.2305
Si	0.5378	0.2543	-0.6549
Si	-0.3001	-0.086	-0.582
Si	-0.1173	-0.097	-0.4589
Si	-0.0001	-0.1231	0.1583
Si	-0.023	0.2926	0.1577
Si	0.1651	-0.3863	0.1379
Si	-0.1939	0.1247	0.6726
Si	-0.0354	0.0143	0.001
Si	-0.2539	0.4532	-0.3834
Si	-0.1467	-0.8449	-0.2795
Si	0.0519	-0.2061	0.1328
Si	0.0723	0.0051	0.0135
Si	0.0179	0.0102	0.2147
Si	0.086	-0.0402	-0.0126
Si	0.0465	-0.1593	0.0188
Si	-0.0209	0.0585	0.0916
Si	0.0355	-0.073	0.1228
Si	-0.0329	0.0033	0.1613
Si	0.2165	0.1129	0.0151
Si	0.0573	0.1032	0.1429
Si	0.0326	-0.0605	-0.0857
Si	-0.1082	0.0781	0.0134
Si	-0.0311	-0.199	0.0569
Si	0.0121	0.1684	0.1534
Si	-0.0025	-0.1156	-0.1471
Si	0.2988	0.13	0.097
Si	0.0021	0.0824	-0.07
Si	-0.0822	-0.1226	-0.0725
Si	0.218	0.2067	0.1287
Si	-0.0231	0.0424	-0.2294
Si	0.0396	-0.0406	-0.0014
Si	0.0758	-0.0655	-0.1601
Si	-0.0281	-0.0914	0.0559
Si	0.0234	0.1008	0.0054
Si	0.1888	0.167	-0.0786
Si	-0.0553	-0.1137	-0.1235
Si	0.0505	0.0013	0.0472
Si	-0.2227	0.0211	-0.0784
Si	-0.0496	0.1205	0.0655
Si	-0.0656	0.0308	-0.1142
Si	0.0967	0.0134	-0.3081
Si	0.0519	0.0194	0.0311
Si	0.1148	-0.096	-0.1969
Si	-0.1419	0.0035	0.0502
Si	-0.1952	0.0311	-0.2319
Si	-0.0394	0.0144	0.0825
Si	-0.0067	0.0024	-0.1072
Si	0.2193	0.1138	0.0753
Si	0.0699	-0.0717	-0.1641
Si	0.1755	-0.0658	0.0877
Si	-0.2857	-0.229	-0.2154
Si	-0.0318	0.1451	0.249
Si	-0.1734	-0.6489	0.9734
Si	-0.1796	0.0929	0.0304
Si	0.0547	-0.1764	0.1224
Si	0.089	0.1447	-0.0323
Si	0.0623	-0.0523	-0.2469
Si	-0.0532	0.0182	-0.2985
Si	-0.1306	0.9075	0.2994
Si	-0.1128	-0.0405	-0.0521
Si	0.1605	0.058	-0.3282
Si	0.1105	0.321	-0.2766
Si	-0.1269	0.0168	-0.0594
Si	0.0974	0.0996	0.5274
Si	0.114	-0.098	-0.2448
Si	0.0853	-0.3019	0.0544
Si	0.084	0.5896	0.7273
Si	0.0381	-1.1391	0.268
Si	-0.09	0.8646	0.746
Si	0.0497	-0.6834	0.599
Si	0.0554	-0.1683	-0.1112
Si	0.1399	-0.5916	0.474
Si	-0.3491	0.4261	0.6449
Si	-0.2823	-0.7031	0.4589
Si	0.0969	0.5839	0.5687
Si	-0.0888	0.2682	0.3346
Si	-0.095	0.0247	0.215
Si	-0.1093	-0.1858	0.2903
Si	-0.0716	-0.1018	0.209
Si	-0.0061	0.1824	-0.1204
Si	-0.0674	-0.1448	0.101
Si	0.0019	-0.1023	0.02
Si	0.1252	-0.0235	0.282
Si	0.1514	-0.0946	0.1211
Si	-0.293	0.2451	0.274
Si	0.0347	0.0076	-0.1398
Si	-0.0719	0.1024	-0.0206
Si	-0.0728	-0.0098	0.6356
Si	0.0114	0.0078	0.4813
Si	0.0298	0.0044	0.243
Si	-0.1899	0.1249	0.2142
Si	0.113	0.0711	-0.0048
Si	-0.043	0.0404	0.264
Si	0.6736	-0.2619	0.5312
Si	0.0316	-0.0927	0.0961
Si	0.2981	-0.1576	-0.3451
Si	-0.152	0.2331	0.3676
Si	0.2643	-0.2466	0.2129
Si	-0.1307	0.0233	-0.0033
Si	0.2052	-0.1351	-0.7588
Si	-0.2912	0.1391	0.2087
Si	-0.2606	0.0961	0.0553
Si	0.2352	-0.0606	-0.1717
Si	0.2599	0.0811	0.0636
Si	-0.0775	0.2803	-0.6363
Si	-0.0471	0.2457	0.0772
Si	0.0797	-0.1114	-0.1119
Si	0.1313	0.2485	-0.176
Si	-0.2074	0.0379	-0.0148
Si	0.1266	-0.5176	0.013
Si	0.2969	0.0438	-0.2907
Si	-0.0333	-0.0333	0.1896
Si	0.0615	-0.1118	-0.1773
O	-0.1178	-0.0654	0.4107
O	-0.1492	0.3303	0.2966
O	0.2694	0.1049	0.2679
O	0.2725	0.0145	0.1447
O	0.3042	-0.1854	0.2679
O	0.2011	0.1899	0.2001
O	-0.3242	0.0278	0.2307
O	-0.0301	-0.0431	-0.1069
O	-0.1616	0.0658	-0.0072
O	0.2079	-0.0035	0.4489
O	-0.3811	-0.1618	0.6723
O	-0.1132	0.2158	0.3756
O	0.4141	0.4273	0.4417
O	0.0938	0.3299	0.4196
O	0.0823	0.253	0.7805
O	0.2013	-0.5123	0.0487
O	0.0898	0.3287	0.0806
O	0.0006	-0.3941	0.0968
O	0.0953	0.0653	0.1809
O	-0.0339	-0.1363	0.2118
O	-0.3094	0.3748	0.1202
O	0.1505	-0.0904	0.2259
O	0.1592	-0.0599	0.0885
O	-0.148	0.1198	0.0165
O	-0.1647	0.1488	0.2158
O	0.2811	0.0121	-0.1686
O	0.0753	0.0819	0.5384
O	0.1358	0.0741	0.5357
O	0.1296	0.1332	0.2321
O	0.0764	0.0148	0.3177
O	0.0331	-0.0467	0.0974
O	-0.0298	0.0345	-0.0572
O	0.4579	-0.5561	0.2383
O	-0.0484	-0.0675	-0.1743
O	0.0005	0.0365	-0.2263
O	-0.221	0.2673	-0.9761
O	0.1451	-0.0544	0.0447
O	0.0677	0.0536	-0.199
O	-0.4513	-0.0561	0.123
O	-0.0617	0.363	-0.3316
O	-0.1643	-0.0712	-0.1636
O	0.0235	-0.3453	-0.4935
O	-0.0314	0.226	-0.3575
O	0.0696	0.1474	-0.1522
O	-0.0054	-0.0377	-0.0525
O	-0.2137	0.0596	-0.2542
O	0.0169	-0.3801	-0.3688
O	-0.1661	0.0345	-0.2352
O	0.2686	0.3869	-0.1591
O	0.0146	-0.1902	-0.2498
O	0.031	-0.1124	0.0285
O	0.137	-0.0479	-0.1558
O	-0.269	0.2789	0.2023
O	0.1779	0.092	-0.1124
O	-0.2501	-0.2399	-0.1971
O	-0.1675	-0.0461	-0.0109
O	0.2135	0.1914	-0.0502
O	0.0896	0.2748	-0.1669
O	0.1501	-0.5133	-0.3929
O	0.1589	-0.0328	0.4339
O	-0.073	-0.0099	-0.3042
O	-0.0583	-0.0188	-0.1429
O	-0.1471	-0.1091	-0.3096
O	-0.0488	-0.1578	-0.0826
O	0.0339	0.6776	-0.5232
O	0.2499	0.2143	-0.2532
O	0.0099	-0.0889	-0.1598
O	-0.1364	0.0208	-0.0796
O	-0.2039	-0.2848	-0.2269
O	-0.0903	0.0675	-0.2426
O	0.0856	-0.3085	0.084
O	0.3022	-0.0306	-0.068
O	-0.2169	0.0179	-0.033
O	0.1027	-0.1031	-0.1205
O	0.0784	0.0203	-0.4028
O	-0.1344	-0.0874	0.1173
O	0.2542	0.0308	-0.1905
O	0.0425	0.0157	0.0645
O	0.3154	-0.2823	-0.0512
O	0.0854	0.1974	-0.1439
O	-0.3857	0.0341	0.1331
O	-0.1248	-0.0089	0.1146
O	-0.1004	-0.2649	-0.2533
O	-0.2121	-0.0054	-0.0964
O	-0.0055	-0.2211	-0.5371
O	-0.2012	-0.1751	0.0038
O	0.0985	0.0908	-0.1087
O	-0.0449	0.034	0.4639
O	0.1717	-0.224	0.3018
O	-0.0316	-0.069	0.2765
O	-0.2044	-0.1173	-0.0464
O	0.3093	0.305	-0.0226
O	0.0502	0.0595	-0.1335
O	-0.186	0.1593	0.182
O	0.0453	-0.2365	-0.1816
O	0.1597	-0.1598	0.0711
O	0.2105	0.1223	-0.1381
O	0.0018	-0.3126	0.6276
O	0.1373	-0.2428	-0.1451
O	0.1405	0.1291	-0.3511
O	-0.0587	-0.0462	0.127
O	-0.2859	-0.2496	0.0746
